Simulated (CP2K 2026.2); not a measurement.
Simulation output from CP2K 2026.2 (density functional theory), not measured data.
Periodic cell of 501 atoms, Si360O141, from a study of silicon, its oxide and their interface. The atomic structure is a simulated model.
Doubt: the forces sum to 2.24 eV/angstrom along one axis rather than to zero, so they err by at least 0.0045 eV/angstrom per atom on average; the grid cutoff is modest.

Settings
functional: PBE
method: Gaussian and plane waves
basis set: DZVP-MOLOPT-SR-GTH
pseudopotentials: GTH-PBE
grid cutoff: 350 Ry, relative cutoff 50 Ry
k points: Gamma only
occupations: fixed
spin: none
net charge: 0

Cell vectors (angstrom)
a 16.32 0 0
b 0 16.32 0
c -6.2575 -4.6747 33.6072

Atoms and the computed forces on them: element, x, y, z (angstrom), force x, y, z (eV/angstrom)
Si -2.596 6.646 28.844 0.031 0.05 0.122
Si 0.972 10.324 30.582 0.061 -0.06 0.007
Si 3.187 8.578 1.681 0.25 0.255 0.548
Si 3.376 -1.909 28.556 -0.038 0.161 0.082
Si 5.775 2.419 30.242 -0.058 0.032 0.067
Si -5.513 11.726 33.01 -0.387 -0.099 0.509
Si -0.789 5.77 32.79 -0.346 -0.056 0.639
Si -3.168 9.739 33.297 -0.39 -0.415 0.468
Si 0.8 -3.07 29.818 0.012 -0.091 0.02
Si 4.91 5.063 1.555 -0.16 -0.215 0.527
Si -1.518 8.409 31.213 0.054 -0.042 0.004
Si 4.889 10.291 1.47 -0.036 -0.027 -0.02
Si 3.333 10.983 32.322 -0.011 -0.026 0.107
Si 6.839 -3.119 32.921 -0.055 0.015 0.096
Si 7.699 -2.371 26.731 0.162 -0.128 -0.118
Si 1.791 4.132 32.841 0.179 -0.196 0.71
Si 4.193 5.768 32.898 -0.154 -0.073 0.583
Si 7.635 8.622 32.699 0.269 0.324 0.62
Si 15.956 15.878 1.43 0.009 0.004 0.001
Si -4.57 -1.689 32.329 0.065 -0.035 0.05
Si 15.712 5.015 1.515 -0.055 0.031 -0.04
Si -2.632 1.246 30.616 -0.014 0.091 -0.024
Si 0.53 11.275 1.339 0.09 0.279 0.538
Si 2.194 13.084 1.404 0.043 0.011 0.03
Si 3.136 3.383 1.432 0.211 0.165 0.568
Si 8.332 2.775 1.57 -0.277 -0.023 0.685
Si 1.457 1.344 31.684 -0.509 -0.361 0.167
Si 8.502 8.633 1.548 -0.014 -0.014 -0.056
Si -2.628 4.164 30.736 0.009 -0.021 0.128
Si 5.552 16.036 0.607 0.003 0.09 0.023
Si 10.995 0.055 1.299 0.045 -0.074 0.66
Si 14.132 3.21 1.591 0.113 0.13 0.598
Si 11.461 5.929 1.557 0.033 0.294 0.538
Si 12.964 7.783 1.422 -0.025 0.012 -0.061
Si 10.126 10.437 1.584 -0.032 0.049 0.06
Si 14.27 14.114 1.3 0.039 -0.022 0.01
Si 15.027 1.337 2.73 -0.014 0.013 -0.005
Si 1.295 4.173 2.683 -0.01 -0.005 0.028
Si 14.798 6.849 2.665 -0.001 0.013 0.016
Si 1.412 9.616 2.778 -0.014 -0.012 -0.057
Si 15.083 12.293 2.599 -0.021 -0.061 -0.065
Si 1.282 14.828 2.75 0.001 0.031 -0.029
Si 3.997 1.55 2.706 -0.482 0.308 0.322
Si 6.717 4.052 2.737 0.018 0.02 -0.033
Si 4.092 6.805 2.902 -0.011 -0.082 -0.012
Si 6.712 9.506 2.789 -0.006 0.007 0.006
Si 3.983 12.137 2.651 -0.01 0.008 -0.062
Si 7.25 14.612 2.612 -0.243 0.048 0.705
Si 9.679 1.341 2.794 0.021 0.003 -0.056
Si 12.364 4.173 2.833 -0.003 -0.036 -0.046
Si 9.567 6.853 2.694 0.047 -0.077 -0.088
Si 12.019 9.512 2.733 -0.029 0.041 -0.007
Si 9.313 12.278 2.856 0.381 -0.396 0.196
Si 12.363 14.925 2.564 -0.011 -0.009 -0.08
Si 13.573 0.026 4.053 -0.018 -0.008 -0.056
Si 0.105 2.673 4.082 -0.031 0.034 -0.031
Si 13.642 5.51 4.237 0.027 0.053 -0.013
Si -0.054 8.195 3.971 0.037 -0.03 -0.034
Si 13.585 10.9 3.888 0.011 0.04 -0.031
Si -0.017 13.545 4.19 0.019 -0.017 -0.042
Si 2.686 0.002 3.959 0.05 0.013 -0.017
Si 5.416 2.722 4.17 -0.012 0.002 -0.022
Si 2.602 5.502 4.147 0.045 -0.011 -0.011
Si 5.512 8.093 4.22 0.012 0.042 -0.026
Si 2.733 10.898 4.213 0.045 0.03 -0.024
Si 5.462 13.572 3.875 0.043 0.022 -0.026
Si 8.261 -0.074 4.027 -0.06 0.003 0.02
Si 10.963 2.771 4.112 -0.009 -0.016 0.034
Si 8.154 5.457 4.006 -0.021 -0.012 0.009
Si 10.821 8.153 4.211 0.011 0.019 -0.03
Si 8.01 10.885 4.213 0.037 0.022 -0.063
Si 10.968 13.559 3.977 -0.059 0.019 -0.032
Si 14.922 14.969 5.44 -0.032 -0.02 -0.048
Si 1.402 1.313 5.449 0.035 -0.002 0.044
Si 15.033 4.059 5.451 0.015 0.024 -0.024
Si 1.265 6.869 5.459 0.008 0.006 0.009
Si 14.917 9.555 5.337 0.006 -0.011 0.019
Si 1.363 12.237 5.541 0.001 -0.013 0.014
Si 4.115 14.96 5.278 -0.02 -0.01 0.038
Si 6.835 1.29 5.391 -0.002 -0.014 -0.005
Si 4.023 4.109 5.464 -0.017 0.008 0.009
Si 6.874 6.753 5.516 0.008 -0.039 0.007
Si 4.1 9.494 5.502 0.008 0.006 -0.003
Si 6.692 12.294 5.476 -0.008 0.02 0.036
Si 9.614 14.926 5.403 0.015 0.005 0.028
Si 12.268 1.373 5.464 -0.008 0.025 0.006
Si 9.514 4.099 5.4 0.006 0.036 0.017
Si 12.217 6.82 5.543 0.001 -0.019 0.036
Si 9.45 9.529 5.506 0.002 -0.036 -0.009
Si 12.283 12.214 5.367 -0.046 -0.008 0.023
Si -0.007 -0.011 6.79 0.03 0.022 0.022
Si 2.729 2.697 6.818 -0.013 0.019 -0.002
Si 0.001 5.446 6.831 0.003 0.003 0.011
Si 2.69 8.163 6.822 0.005 0.01 0.015
Si -0.04 10.853 6.799 -0.015 -0.022 -0.011
Si 2.766 13.646 6.766 0.046 0.019 -0.02
Si 5.45 -0.042 6.738 -0.028 -0.025 -0.008
Si 8.167 2.696 6.751 0.014 0.037 -0.032
Si 5.434 5.426 6.817 -0.027 0.009 0.001
Si 8.159 8.152 6.882 0.008 -0.016 0.018
Si 5.411 10.894 6.854 -0.017 0.02 0.006
Si 8.174 13.612 6.761 -0.012 -0.01 -0.006
Si 10.9 -0.002 6.798 -0.009 -0.014 0
Si 13.64 2.721 6.806 0.005 0.021 0.008
Si 10.851 5.427 6.83 -0.004 -0.004 0.006
Si 13.608 8.213 6.801 0.015 0.008 -0.009
Si 10.883 10.901 6.769 0.039 -0.007 -0.006
Si 13.578 13.593 6.784 0.007 -0.018 0.013
Si -1.367 1.355 13.584 -0.009 0.008 -0.001
Si 1.357 4.05 13.6 0.016 0 0.008
Si -1.372 6.789 13.586 0.005 0.008 -0.006
Si 1.363 9.541 13.588 -0.02 -0.004 -0.002
Si -1.359 12.258 13.594 -0.001 -0.019 -0.009
Si 1.363 -1.36 13.596 0.011 0.008 0.008
Si 4.081 1.335 13.61 0.011 -0.01 -0.01
Si 6.807 4.071 13.605 -0.003 0.013 -0.002
Si 4.099 6.8 13.579 -0.011 0 -0.007
Si 6.82 9.511 13.587 0.005 -0.019 0.004
Si 4.094 12.249 13.587 0.013 -0.004 -0.004
Si 6.788 -1.358 13.615 -0.014 0.013 -0.007
Si 9.528 1.363 13.602 0 0 -0.002
Si 12.212 4.078 13.59 -0.011 0.009 -0.004
Si 9.52 6.797 13.604 0 -0.012 0.002
Si 12.236 9.529 13.607 0.005 -0.002 0.002
Si 9.512 12.244 13.611 0.001 0.013 0.004
Si 12.246 -1.35 13.598 -0.003 -0.006 -0.005
Si -2.73 0.022 14.965 -0.002 -0.009 0
Si -0.012 2.686 14.966 0.006 -0.003 0.014
Si -2.747 5.433 14.941 -0.004 0.003 -0.002
Si -0.015 8.172 14.912 -0.002 -0.018 0.004
Si -2.721 10.905 14.949 0.014 0.021 -0.005
Si -0.004 13.618 14.961 -0.017 -0.012 -0.013
Si 2.726 -0.031 14.978 0.008 0.016 0.003
Si 5.452 2.693 14.953 -0.007 -0.01 -0.004
Si 2.742 5.427 14.914 0.014 0.023 -0.002
Si 5.48 8.139 14.947 0.01 0.003 -0.006
Si 2.741 10.896 14.946 0.001 -0.004 -0.002
Si 5.431 13.599 14.981 -0.001 0.005 0.005
Si 8.158 0.013 14.952 0.005 0.004 -0.006
Si 10.868 2.726 14.981 -0.011 0.01 0.003
Si 8.169 5.428 14.969 -0.002 -0.002 0.004
Si 10.875 8.168 14.966 0.001 0.005 0
Si 8.155 10.874 14.972 -0.013 -0.019 0.003
Si 10.887 13.608 14.952 0.002 0.001 0.001
Si -1.375 -1.339 16.322 0.004 -0.002 -0.008
Si 1.354 1.315 16.33 -0.004 -0.02 0.002
Si -1.412 4.048 16.291 -0.004 0.008 0.014
Si 1.36 6.798 16.218 0.011 0.009 -0.018
Si -1.364 9.531 16.283 -0.019 -0.001 -0.008
Si 1.383 12.267 16.301 0.013 0.017 0.005
Si 4.071 -1.385 16.377 -0.01 -0.008 0.006
Si 6.809 1.354 16.341 -0.01 0.029 0.002
Si 4.099 4.069 16.283 -0.015 0.006 -0.017
Si 6.834 6.787 16.344 -0.016 0.011 0.004
Si 4.126 9.52 16.272 0 -0.028 0.001
Si 6.792 12.236 16.333 0.005 0.006 0.009
Si 9.525 -1.34 16.291 -0.009 -0.002 -0.015
Si 12.232 1.379 16.345 0.004 0.01 0.015
Si 9.487 4.057 16.362 -0.008 -0.018 -0.002
Si 12.231 6.8 16.317 0.016 -0.002 0.009
Si 9.536 9.538 16.343 0.003 0.009 0.001
Si 12.249 12.264 16.322 0.002 -0.017 -0.014
Si 0 -0.046 17.726 0.021 0.007 -0.019
Si 2.705 2.734 17.62 0.042 0.013 -0.005
Si -0.035 5.461 17.538 -0.011 -0.003 -0.026
Si 2.761 8.118 17.549 -0.004 -0.023 -0.014
Si 0.037 10.876 17.604 0 0 0.019
Si 2.684 13.595 17.766 0.001 -0.004 -0.026
Si 5.47 -0.023 17.696 0.01 -0.015 0.012
Si 8.124 2.703 17.769 0.001 0.023 -0.015
Si 5.498 5.362 17.671 0.017 -0.019 0.008
Si 8.188 8.172 17.71 0.016 -0.017 -0.002
Si 5.416 10.884 17.7 0.001 -0.002 0.046
Si 8.204 13.597 17.638 -0.019 -0.021 0.003
Si 10.834 0.032 17.677 -0.006 -0.007 0.006
Si -2.726 2.71 17.743 0.012 -0.005 0.016
Si 10.869 5.429 17.674 -0.024 0.023 -0.016
Si -2.739 8.199 17.654 -0.003 -0.002 0.006
Si 10.91 10.911 17.698 0.006 -0.001 -0.024
Si -2.748 13.652 17.688 -0.032 0.014 -0.012
Si -1.324 1.33 19.087 -0.02 0.015 0.003
Si 1.257 4.092 18.894 0.005 -0.015 -0.01
Si -1.33 6.829 18.921 0.029 0.002 -0.011
Si 1.449 9.491 18.891 -0.027 -0.006 -0.033
Si -1.333 12.247 18.926 -0.023 -0.005 -0.006
Si 1.303 -1.397 19.179 0.015 -0.045 0.021
Si 4.095 1.406 18.966 0.007 0.022 -0.011
Si 6.798 4.06 19.189 0.028 -0.004 -0.027
Si 4.069 6.716 18.897 -0.034 0.009 0.003
Si 6.834 9.568 19.042 0.026 -0.022 0.037
Si 4.006 12.176 19.116 -0.027 -0.03 0.012
Si 6.849 -1.434 19.028 -0.05 0.058 -0.019
Si 9.474 1.32 19.119 -0.026 -0.018 -0.001
Si 12.187 4.088 19.073 0.018 0.047 0.054
Si 9.558 6.793 19.07 -0.012 0.041 0.008
Si 12.231 9.529 19.071 -0.019 -0.003 -0.049
Si 9.595 12.325 19.04 0.032 0.007 0.016
Si 12.184 -1.278 19.054 -0.004 -0.031 0.008
Si -2.721 0.011 20.435 0.013 -0.051 0.017
Si -0.017 2.789 20.396 0.039 -0.035 -0.025
Si -2.712 5.544 20.279 -0.044 0.023 -0.006
Si 0.102 8.169 20.221 -0.047 -0.017 -0.023
Si -2.641 10.898 20.309 -0.026 0.025 0.005
Si -0.071 13.445 20.515 0.018 0.04 0.088
Si 2.688 0.139 20.335 -0.046 0.042 0.036
Si 5.372 2.676 20.52 -0.011 0.013 0.011
Si 2.66 5.377 20.223 0.092 -0.046 -0.029
Si 5.399 8.099 20.2 0.073 -0.02 0.032
Si 2.639 10.744 20.479 0.036 0.059 0.081
Si 5.449 -2.777 20.359 0.026 0.008 0.018
Si 8.146 -0.107 20.493 -0.023 0.037 0.015
Si 10.818 2.707 20.47 -0.025 0.017 0.078
Si 8.23 5.467 20.494 -0.055 -0.026 -0.012
Si 10.897 8.154 20.46 0.019 -0.007 0.023
Si 8.256 10.979 20.373 -0.038 0.048 0.102
Si 10.889 -2.634 20.505 -0.009 -0.001 -0.015
Si -1.921 -1.897 21.636 -0.09 -0.21 -0.614
Si 1.776 1.914 21.655 0.249 0.177 -0.574
Si -1.434 4.183 21.669 -0.054 -0.011 0.094
Si 1.424 6.793 21.607 -0.019 0.017 0.058
Si -0.968 9.78 21.536 0.034 0.044 0.064
Si 6.738 6.861 21.651 0.339 0.359 -0.317
Si 4.242 -1.134 21.5 -0.009 -0.046 -0.708
Si 6.486 0.969 21.763 0.076 0.225 -0.796
Si 3.499 3.658 21.598 -0.094 -0.241 -0.484
Si 5.815 10.32 22.813 0.063 0.037 0.007
Si -2.775 -1.467 24.427 0.004 0.007 -0.081
Si 6.755 12.165 21.762 -0.205 -0.291 -0.496
Si 9.574 -1.273 22.009 0.056 -0.036 0.079
Si -3.99 1.488 21.812 0.033 0.038 0.055
Si 9.644 4.201 21.923 0.32 0.26 -0.491
Si -3.825 6.991 21.777 0.005 0.068 -0.043
Si 9.481 9.515 21.768 -0.375 -0.193 -0.339
Si -3.608 12.628 21.587 0.147 0.182 -0.505
Si -1.899 9.423 25.819 0.084 -0.073 -0.11
Si -1.438 12.567 25.685 -0.027 -0.027 -0.076
Si 1.339 0.783 24.588 -0.014 -0.003 -0.029
Si 8.32 11.353 28.185 0.023 -0.023 0.022
Si 9.653 -0.518 28.128 -0.039 0.12 -0.008
Si 4.494 -2.536 31.307 -0.022 -0.011 0.178
Si 0.449 -2.737 32.725 -0.07 -0.017 0.073
Si 9.161 5.831 32.268 0.035 0.045 0.09
Si -4.252 2.754 32.539 0.045 0.069 0.031
Si 3.686 -0.139 33.197 0.201 -0.092 0.029
Si 4.448 5.779 23.494 -0.447 0.602 -0.19
Si 9.902 1.458 25.742 0.008 0.012 -0.067
Si 2.064 8.45 28.407 0.037 0.034 -0.073
Si 6.678 9.168 26.991 0.014 -0.071 0.03
Si 4.064 9.291 21.696 -0.07 -0.031 0.05
Si -0.235 7.261 27.087 -0.117 0.067 0.051
Si 0.783 11.556 21.76 -0.038 -0.048 -0.016
Si 8.721 -2.724 23.716 0.149 0.437 -0.292
Si 0.467 4.7 25.692 -0.046 -0.059 -0.048
Si 9.842 0.801 32.871 -0.119 -0.172 0.626
Si -3.925 -1.124 29.367 0.015 0.17 0.189
Si 2.837 2.686 26.433 -0.051 0.024 -0.035
Si 11.525 5.207 22.994 0.006 -0.042 0.037
Si -0.163 5.692 22.878 0.05 -0.024 -0.675
Si 10.276 10.236 26.33 0.078 0.081 -0.051
Si 1.074 11.976 24.064 -0.003 -0.139 -0.609
Si 11.153 0.024 23.18 -0.099 0.045 -0.668
Si 4.896 -2.38 25.991 0.079 -0.063 0.005
Si 7.556 8.668 22.884 -0.005 0.027 -0.078
Si -2.038 8.204 22.994 -0.129 0.067 -0.688
Si -1.291 -1.892 28.104 -0.009 0.032 -0.035
Si 8.564 11.129 31.283 -0.07 0.006 -0.128
Si 4.846 8.349 31.69 -0.081 -0.014 0.043
Si -2.327 3.28 26.154 -0.091 0.013 -0.108
Si 2.408 9.604 25.445 0.016 -0.118 -0.058
Si 3.024 7.676 23.089 0.341 -0.262 -0.517
Si 5.228 10.983 24.945 0.089 -0.159 -0.561
Si 11.043 11.379 23.774 0.064 -0.015 0.011
Si 10.82 6.151 25.019 0.249 -0.228 -0.517
Si 3.118 1.159 29.144 0.139 -0.029 0.04
Si 11.187 3.974 27.096 0.021 -0.033 -0.002
Si -3.165 3.373 23.057 -0.151 0.132 -0.597
Si 6.541 4.822 28.396 0.074 -0.024 0.12
Si 6.681 4 32.825 -0.078 -0.31 0.554
Si 4.907 7.533 28.78 -0.057 0.06 -0.003
Si 2.813 -1.849 24.097 -0.03 -0.055 0.011
Si -4.243 8.012 26.995 -0.021 0.006 -0.046
Si -1.304 0.511 26.313 0.086 -0.091 -0.014
Si 7.722 2.657 24.03 0.131 0.042 0.014
Si 9.403 4.439 29.618 -0.035 -0.024 -0.063
Si 8.495 1.464 30.291 -0.017 0.014 0.007
Si 8.421 8.256 24.976 -0.245 0.053 -0.47
Si 5.531 4.17 25.617 -0.028 0.124 0.032
Si -0.442 0.185 32.325 0.534 0.364 -0.069
Si -1.341 1.357 8.166 0.003 0.001 0.006
Si 1.372 4.076 8.173 0.011 0.004 0.001
Si -1.371 6.818 8.163 -0.008 -0.008 0.002
Si 1.333 9.518 8.178 -0.005 0 0.005
Si -1.377 12.24 8.151 0.01 0.004 0.003
Si 1.38 14.97 8.138 -0.004 -0.008 -0.003
Si 4.109 1.33 8.135 0.008 -0.002 0.004
Si 6.8 4.044 8.142 -0.013 -0.024 -0.016
Si 4.071 6.796 8.168 -0.013 0.002 -0.001
Si 6.786 9.53 8.194 0.013 0 0.009
Si 4.061 12.267 8.177 -0.007 -0.009 0.004
Si 6.813 14.958 8.135 0.017 0.015 0.006
Si 9.524 1.359 8.141 -0.005 -0.011 0.003
Si 12.246 4.07 8.154 -0.006 0.012 0.008
Si 9.526 6.791 8.207 0.005 0.012 0.015
Si 12.239 9.554 8.158 -0.019 -0.016 0.003
Si 9.521 12.251 8.137 -0.006 -0.006 0.01
Si 12.239 14.953 8.162 -0.003 -0.003 0.004
Si 13.609 -0.005 9.512 0.006 -0.006 0.005
Si 0.004 2.722 9.528 -0.006 0.002 0.002
Si 13.589 5.45 9.516 -0.01 0.016 0.001
Si -0.006 8.151 9.542 0.018 -0.008 -0.004
Si 13.591 10.898 9.533 -0.011 0.009 -0.002
Si 0.011 13.6 9.491 0.011 -0.006 -0.003
Si 2.73 0.001 9.507 -0.009 0.006 -0.006
Si 5.452 2.691 9.514 0.008 -0.01 0.015
Si 2.73 5.428 9.536 0.018 -0.017 0.006
Si 5.424 8.162 9.533 -0.02 0.015 0.001
Si 2.698 10.896 9.522 -0.02 0.025 0
Si 5.456 13.603 9.515 0.011 -0.02 -0.007
Si 8.157 0.006 9.506 -0.017 0.005 0.009
Si 10.885 2.71 9.51 0.009 -0.008 0.002
Si 8.147 5.417 9.517 0.001 0.014 -0.012
Si 10.896 8.173 9.523 0.003 -0.017 0.006
Si 8.175 10.888 9.52 0.013 -0.015 0.001
Si 10.867 13.606 9.519 -0.018 0.011 0.007
Si -1.347 -1.363 10.863 0.004 -0.003 -0.009
Si 1.37 1.356 10.874 0.014 0.013 0.002
Si -1.369 4.083 10.874 0 -0.004 -0.007
Si 1.363 6.79 10.893 -0.002 -0.002 0.001
Si -1.368 9.526 10.885 -0.001 -0.007 0.005
Si 1.351 12.253 10.879 -0.003 -0.017 0
Si 4.087 -1.36 10.869 0.004 0.008 0.003
Si 6.807 1.351 10.887 -0.002 0.004 0.011
Si 4.091 4.056 10.88 -0.004 0.009 0.002
Si 6.797 6.789 10.874 -0.004 -0.014 -0.004
Si 4.07 9.534 10.879 -0.01 -0.004 -0.007
Si 6.812 12.244 10.88 0.005 0.005 0.007
Si 9.51 -1.353 10.879 0.003 -0.005 0.008
Si 12.241 1.352 10.871 -0.006 -0.007 0.007
Si 9.518 4.07 10.87 -0.012 0.005 0.006
Si 12.239 6.807 10.884 -0.004 0.006 0.001
Si 9.53 9.524 10.88 0.006 -0.003 -0.007
Si 12.228 12.253 10.888 0.005 0.003 0.009
Si 0.005 -0.003 12.23 0.003 -0.006 -0.007
Si 2.727 2.699 12.244 -0.008 -0.006 0.008
Si -0.001 5.424 12.244 -0.003 -0.001 0.008
Si 2.722 8.168 12.24 0.016 0.009 0.004
Si -0.006 10.895 12.235 0.009 0.018 0.004
Si 2.724 13.604 12.232 -0.007 -0.008 -0.007
Si 5.439 -0.009 12.239 -0.001 -0.003 -0.003
Si 8.168 2.717 12.241 0.01 0.002 0
Si 5.45 5.424 12.234 -0.001 0.001 -0.004
Si 8.169 8.15 12.227 -0.003 0.008 -0.009
Si 5.451 10.88 12.236 -0.002 -0.005 -0.008
Si 8.155 13.608 12.251 -0.005 -0.004 0.005
Si 10.88 0.001 12.236 -0.003 0.002 0.001
Si 13.589 2.721 12.235 -0.004 0.01 -0.004
Si 10.867 5.443 12.229 0.006 0.002 -0.007
Si 13.593 8.166 12.244 -0.001 -0.018 -0.001
Si 10.875 10.888 12.249 -0.012 -0.016 0.005
Si 13.604 13.615 12.232 0.011 0.011 0.003
O 8.389 7.251 32.276 -0.083 -0.058 -0.331
O -3.392 -1.547 33.43 0.238 -0.021 -0.236
O 7.765 1.886 0.326 0.082 -0.152 0.041
O 7.363 12.997 23.056 -0.321 0.214 0.116
O 1.927 -2.555 28.806 0.037 -0.22 -0.186
O -4.092 3.911 31.41 -0.366 0.313 -0.099
O -0.927 -3.061 27.051 0.182 -0.344 0.183
O 1.84 1.066 30.135 -0.237 -0.078 -0.114
O 4.519 14.849 0.316 0.281 -0.533 0.396
O 0.785 5.4 32.676 0.455 0.344 0.021
O 12.047 0.92 0.379 0.142 0.094 0.063
O 9.896 15.664 0.306 -0.463 -0.125 0.315
O 13.831 2.8 0.021 0.353 0.293 -0.52
O 11.295 5.296 0.029 0.449 -0.14 -0.59
O 3.841 7.167 32.143 -0.458 0.125 0.021
O 0.503 4.81 24.081 0.527 -0.374 0.091
O -0.471 -4.061 32.88 -0.319 -0.149 -0.589
O 6.873 15.315 1.187 0.283 -0.098 -0.467
O 8.286 13.402 2.193 -0.176 -0.138 -0.45
O 9.087 9.696 25.374 -0.2 0.49 -0.271
O 5.342 -0.132 22.199 -0.059 0.112 0.32
O 8.739 3.542 23.135 -0.038 0.072 0.113
O 3.855 -1.288 32.099 -0.069 -0.041 -0.194
O 2.219 9.202 26.987 -0.15 0.053 -0.071
O -6.04 5.956 33.446 0.078 -0.003 -0.288
O -1.1 6.927 23.462 -0.102 0.074 0.206
O 5.73 5.315 32.638 0.312 0.389 -0.132
O 5.79 3.697 29.269 -0.451 0.008 -0.238
O 1.631 -0.78 24.313 -0.435 -0.159 -0.077
O 1.694 3.805 26.218 -0.11 0.29 0.106
O -4.263 -1.178 23.858 -0.285 -0.638 0.154
O -3.51 0.45 29.517 -0.287 0.359 -0.542
O 1.187 2.929 31.935 -0.245 0.328 -0.358
O 1.242 10.594 24.904 -0.456 -0.274 -0.031
O 1.978 9.489 29.633 0.223 -0.044 0.224
O 4.928 5.571 25.038 0.126 0.419 0.451
O 9.048 2.979 30.213 0.208 0.025 0.352
O 10.581 0.981 24.363 0.152 0.204 -0.024
O 3.301 -1.922 22.569 -0.336 -0.505 -0.12
O -1.59 6.548 27.587 0.013 -0.47 -0.439
O 6.123 2.912 31.751 0.001 -0.456 0.224
O 6.952 1.392 29.828 -0.262 -0.708 -0.374
O 2.518 1.415 25.487 0.363 -0.37 -0.141
O 9.843 12.442 23.818 -0.007 -0.138 -0.051
O 6.045 8.334 32.768 -0.104 0.123 0.448
O 3.236 4.609 32.248 0.346 -0.26 -0.422
O -0.398 -1.37 32.807 -0.355 -0.018 0.12
O -2.729 5.227 29.56 0.048 -0.088 -0.121
O -3.47 1.453 31.983 -0.117 -0.476 0.367
O -4.343 7.119 25.646 0.417 0.194 -0.446
O 5.343 8.615 27.673 -0.41 0.249 -0.233
O 2.443 8.283 24.506 -0.291 -0.192 0.321
O 8.168 4.586 32.564 0.198 -0.373 0.13
O 6.302 10.285 25.913 0.377 0.101 -0.084
O 5.257 12.57 25.228 0.072 0.096 -0.493
O 2.699 7.972 0.254 -0.231 -0.317 -0.171
O -0.563 8.578 26.192 0.537 0.295 0.01
O -2.399 -0.298 25.456 -0.302 0.09 0.109
O -2.994 9.016 26.919 0.166 0.196 0.351
O 11.356 10.889 25.3 0.505 0.068 0.105
O -3.967 12.041 23.098 0.404 -0.058 0.413
O 9.788 5.482 30.81 0.64 0.289 0.017
O 4.378 -2.302 29.74 0.574 0.005 -0.172
O -0.826 -0.438 27.538 0.555 0.27 0.461
O 10.568 10.143 22.843 0.152 -0.085 0.069
O 5.774 5.879 22.554 -0.064 -0.389 -0.14
O 8.438 -2.324 25.277 0.351 0.199 0.202
O 6.54 4.41 26.842 0.56 0.015 -0.084
O 5.402 8.046 30.219 0.641 -0.023 0.139
O 1.784 10.711 31.939 -0.185 -0.223 0.215
O 3.72 4.366 23.081 -0.369 -0.411 0.508
O 9.495 7.061 24.794 -0.136 -0.049 -0.353
O 3.333 -0.294 28.456 0.142 0.028 -0.21
O 10.796 2.509 26.561 -0.011 -0.13 -0.035
O 0.557 11.657 29.76 -0.129 0.027 -0.508
O 5.247 5.639 0.038 0.123 0.389 -0.22
O 10.455 5.045 26.14 -0.723 -0.16 -0.037
O -2.002 7.757 29.835 0.288 0.159 -0.309
O 1.237 -2.703 31.326 0.339 0.17 0.097
O -1.702 -1.437 23.209 0.628 0.147 0.046
O 10.78 8.942 27.154 -0.418 -0.052 0.351
O -4.015 11.113 33.112 0.082 0.356 -0.187
O 3.775 10.42 25.325 0.019 0.078 0.012
O 3.91 -2.628 27.232 -0.11 -0.309 -0.054
O -3.511 4.055 26.959 0.373 0.499 0.442
O -5.424 -3.002 32.725 -0.25 0.047 0.106
O 5.021 0.704 1.752 0.336 -0.216 0.274
O -2.439 9.012 24.349 -0.156 0.325 0.172
O 6.252 -1.686 26.509 -0.049 0.622 0.144
O 10.994 -1.266 28.599 0.02 -0.326 -0.283
O -4.059 7.07 28.294 -0.563 -0.216 0.38
O -0.301 12.677 24.545 -0.322 0.109 -0.381
O 2.7 0.997 32.656 -0.048 0.206 0.253
O 7.478 12.468 27.368 -0.393 -0.1 0.128
O -3.957 -1.811 30.837 0.26 -0.598 -0.046
O 3.295 7.436 28.682 -0.149 -0.536 -0.011
O 7.219 1.402 23.15 0.186 -0.374 0.293
O 4.375 1.636 30.061 -0.088 -0.168 0.378
O -0.54 -2.252 29.48 -0.409 0.406 0.495
O 9.33 0.549 29.279 0.311 -0.015 0.059
O 9.79 0.179 26.69 0.161 -0.141 -0.081
O 4.302 3.239 26.076 0.181 -0.111 -0.014
O -2.72 -2.901 25.178 -0.609 -0.289 0.251
O 2.285 -3.333 24.459 0.238 0.011 0.177
O 6.063 -2.585 31.627 0.367 0.085 -0.499
O 3.792 -3.925 31.706 -0.143 0.138 -0.277
O -5.755 2.272 32.814 -0.372 0.339 0.14
O 8.614 0.925 31.816 -0.582 -0.088 0.329
O 7.896 -4.203 32.383 0.231 -0.01 0.25
O 8.491 -1.6 27.903 -0.171 0.078 0.261
O -2.865 -1.878 28.424 -0.25 -0.435 -0.369
O 8.074 5.015 28.873 -0.016 0.21 -0.073
O 4.19 9.804 31.652 0.249 0.023 -0.168
O -1.392 0.303 31.018 0.137 -0.483 -0.5
O 8.434 11.671 29.769 -0.107 0.382 -0.113
O -5.548 -0.413 32.336 0.08 -0.066 -0.087
O 0.627 6.205 26.241 0.585 0.251 -0.282
O 5.645 6.145 28.525 -0.011 -0.061 0.003
O -0.351 9.491 30.957 -0.013 0.042 0.021
O 7.891 9.677 31.481 -0.036 -0.256 -0.315
O 1.26 1.556 23.174 -0.159 -0.049 0.251
O -2.155 2.723 30.131 0.487 -0.039 -0.358
O 2.835 2.231 27.981 0.049 0.279 0.109
O 4.093 -1.421 24.976 0.354 0.445 -0.224
O -2.838 9.094 31.852 -0.558 -0.127 -0.51
O -1.616 4.709 31.873 0.128 -0.261 -0.014
O 8.474 2.114 25.357 -0.456 -0.057 0.489
O -2.022 1.851 26.853 -0.199 0.032 0.719
O -0.974 7.269 32.218 0.12 0.128 0.081
O -1.718 11.01 25.935 0.067 -0.006 0.389
O 6.413 3.487 24.452 -0.168 -0.031 -0.382
O 7.426 7.936 26.233 0.025 -0.773 0.065
O 7.623 9.894 28.082 -0.035 -0.449 0.237
O 9.767 11.298 27.437 0.377 0.495 0.248
O 10.651 4.257 28.595 0.369 0.216 0.119
O -2.775 3.025 24.615 -0.253 -0.107 0.121
O -0.059 0.931 25.375 0.03 0.228 -0.095
O 0.659 7.657 28.373 -0.185 -0.133 0.645
O 9.335 3.905 0.945 0.268 0.207 0.178
O -0.956 4.12 26.176 -0.069 -0.018 0.263
O 10.121 11.03 31.707 0.347 -0.279 -0.393

Results
total energy: -100340.891 eV
total energy less fixed offsets of O -438.35, Si -107.03 eV per atom: -2.741 eV
